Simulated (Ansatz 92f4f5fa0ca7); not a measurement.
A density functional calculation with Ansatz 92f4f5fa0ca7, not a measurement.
Periodic cell of 226 atoms, Si133O92B1, from a study of silicon, its oxide and their interface. The atomic structure is a simulated model.
Doubt: the cutoff is far below the 930 eV that the study's wrapper takes by default for these files, so forces and energies are approximate.
This geometry differs little from another in the collection (a relaxation step or a small displacement).

Settings
functional: PBE
potential files: Ansatz PAW
basis: plane waves
wave-function cutoff: 580 eV
density cutoff ratio: 5
exchange-correlation grid ratio: 1
k mesh: 1 x 1 x 1, Gamma-centred
self-consistency stop: 5e-08 eV per atom in the density residual
occupations: fixed
spin: none
net charge: -1 e, with a uniform compensating background and no finite-size correction

Cell vectors (angstrom)
a, 10.938, 0, 0
b, 0, 10.938, 0
c, 0, 0, 31.9494

Atoms: element, x, y, z (angstrom)
Si, 10.6326, -0.0179, 24.381
Si, 5.0783, 0.1085, 24.6506
Si, 2.8223, 2.2828, 24.5041
Si, 8.5755, 2.4298, 24.5313
Si, 10.7145, 5.5711, 24.3096
Si, 5.1638, 5.6062, 24.4284
Si, 2.9905, 7.9525, 24.3823
Si, 8.4193, 7.8179, 24.4027
Si, 1.2941, 1.1176, 25.8172
Si, 6.8213, 1.3198, 25.7175
Si, 3.9882, 4.0003, 25.7107
Si, 9.6915, 4.0099, 25.8347
Si, 1.3409, 6.7858, 25.6484
Si, 6.8052, 6.712, 25.7417
Si, 3.9993, 9.4572, 25.9498
Si, 9.4881, 9.4315, 25.7818
Si, 2.6331, -0.1409, 27.2798
Si, 8.1437, -0.0758, 27.1286
Si, 0.0807, 2.6401, 27.1962
Si, 5.4548, 2.7108, 27.0943
Si, 2.6692, 5.4068, 27.0923
Si, 8.1948, 5.3568, 27.1225
Si, 0.0142, 8.1426, 27.1164
Si, 5.5123, 8.1316, 27.1747
Si, 4.0878, 1.3191, 28.4867
Si, 9.5466, 1.3063, 28.4983
Si, 1.3896, 4.0567, 28.5525
Si, 6.8089, 4.0497, 28.5143
Si, 4.0809, 6.7667, 28.4834
Si, 9.5606, 6.7713, 28.4737
Si, 1.2914, 9.4709, 28.6202
Si, 6.8267, 9.5299, 28.5539
Si, -0.0433, -0.0303, 29.9305
Si, 5.4514, -0.0213, 29.8927
Si, 2.7726, 2.7059, 29.8956
Si, 8.1875, 2.6939, 29.8713
Si, -0.0148, 5.4306, 29.8855
Si, 5.4578, 5.4377, 29.8846
Si, 2.7362, 8.1346, 29.9076
Si, 8.2247, 8.1653, 29.8772
Si, 1.3686, 1.3665, 31.2536
Si, 6.8226, 1.3594, 31.2608
Si, 4.1147, 4.0779, 31.2789
Si, 9.5467, 4.0763, 31.2528
Si, 1.3537, 6.8016, 31.2748
Si, 6.8286, 6.8345, 31.2455
Si, 4.086, 9.5528, 31.2631
Si, 9.5495, 9.5366, 31.2927
Si, 2.7382, 0.0111, 0.6849
Si, 8.1976, 0.0087, 0.6787
Si, 0.0085, 2.7464, 0.6826
Si, 5.4852, 2.7405, 0.7128
Si, 2.7381, 5.4556, 0.6847
Si, 8.2064, 5.4862, 0.6727
Si, 0.0149, 8.2044, 0.7135
Si, 5.4801, 8.2192, 0.6901
Si, 4.1014, 1.3812, 2.0767
Si, 9.5985, 1.3575, 2.0424
Si, 1.3533, 4.1399, 2.0681
Si, 6.842, 4.1513, 2.058
Si, 4.092, 6.8523, 2.0425
Si, 9.5753, 6.8424, 2.0776
Si, 1.3702, 9.6151, 2.073
Si, 6.8327, 9.6244, 2.0603
Si, 0.0228, 0.0398, 3.4859
Si, 5.4817, 0.0402, 3.4695
Si, 2.7126, 2.7693, 3.4156
Si, 8.257, 2.7806, 3.3551
Si, 0.0244, 5.517, 3.4891
Si, 5.4694, 5.5305, 3.4358
Si, 2.7386, 8.2409, 3.4106
Si, 8.239, 8.2894, 3.4007
Si, 1.3712, 1.4592, 4.8623
Si, 6.9105, 1.4767, 4.7452
Si, 4.0565, 4.1561, 4.7668
Si, 9.598, 4.0817, 4.7983
Si, 1.363, 6.9773, 4.8581
Si, 6.8321, 6.9952, 4.7433
Si, 4.0912, 9.5766, 4.8081
Si, 9.6167, 9.5831, 4.8618
Si, 2.7539, 0.0411, 6.1556
Si, 8.2894, 0.1229, 6.122
Si, 0.0141, 2.8026, 6.3284
Si, 5.5089, 2.8404, 6.0795
Si, 2.7494, 5.5916, 6.1517
Si, 8.2492, 5.6041, 5.9667
Si, 0.0447, 8.3101, 6.3934
Si, 5.4923, 8.3046, 6.2424
Si, 4.416, 1.1936, 7.3496
Si, 9.8083, 1.1584, 7.6547
Si, 1.1776, 4.5071, 7.531
Si, 6.6387, 4.5442, 7.2563
Si, 4.3147, 6.7054, 7.5609
Si, 9.7159, 6.6184, 7.5238
Si, 1.2845, 9.9447, 7.7266
Si, 6.7112, 9.9647, 7.4421
O, 9.5925, 1.2284, 23.9614
O, 4.1098, 6.7986, 23.9349
O, 4.0143, 1.2234, 24.0191
O, 9.5368, 6.6844, 23.8874
O, -0.0311, 5.553, 8.0224
O, 5.5609, 0.1314, 7.9248
O, 0.0735, 0.0948, 8.1612
O, 5.532, 5.6159, 7.8845
O, 7.6134, 3.9453, 8.4159
O, 8.7021, 7.0469, 8.7697
O, 2.1962, 9.4618, 9.0466
O, 8.9009, 1.6925, 8.9515
O, 7.5973, 9.4597, 8.7345
O, 3.6005, 1.8468, 8.6055
O, 3.5617, 7.2203, 8.9518
O, 2.0681, 4.0201, 8.8333
O, 8.1473, 3.4974, 23.3452
O, 0.4576, 4.9153, 22.9359
O, 1.9036, 2.7363, 23.2239
O, 5.8486, 4.9099, 23.1032
O, 5.5237, 9.9511, 23.5119
O, 2.4545, 8.6997, 23.0087
O, 0.1951, 10.0398, 23.0587
O, 7.7855, 8.5605, 23.0677
Si, 8.6864, 7.6942, 18.4281
Si, 8.7632, 6.3754, 13.6694
Si, 3.8274, 1.6714, 14.8048
Si, 2.2769, 5.7124, 17.5114
Si, 2.434, 3.1518, 19.4419
Si, 9.791, 9.0373, 12.1062
Si, 1.3436, 9.406, 22.0286
Si, 9.1586, 0.9857, 13.1745
Si, 1.4254, 5.0692, 13.0397
Si, 1.7822, 8.2698, 12.8566
Si, 6.6462, 9.5388, 22.4133
B, 4.5798, 4.5988, 15.6935
Si, 8.2096, 3.0411, 9.6125
Si, 0.901, 8.2065, 19.2019
Si, 6.9516, 1.34, 21.0871
Si, 8.2011, 8.2991, 9.7182
Si, 10.9147, 5.2372, 15.6046
Si, 7.59, 9.5289, 16.3263
Si, 9.9307, 2.0529, 20.2608
Si, 3.2118, 8.501, 9.9543
Si, 6.6067, 3.4051, 17.3126
Si, 1.1758, 0.2076, 19.7583
Si, 3.2309, 2.8264, 12.3406
Si, 7.2082, 5.3812, 19.6337
Si, 5.7314, 8.6184, 11.6308
Si, 5.7366, 6.0078, 13.3451
Si, 4.6489, 9.7174, 17.6158
Si, 1.0337, 3.5868, 22.1304
Si, 4.9149, 1.4892, 18.783
Si, 3.2002, 3.0967, 9.5627
Si, 6.4292, 10.8542, 13.8097
Si, 10.351, 0.1676, 15.9615
Si, 5.6559, 3.6763, 11.2044
Si, 9.8441, 3.9378, 11.9199
Si, 2.3707, 10.004, 15.5468
Si, 6.0945, 8.1175, 19.7771
Si, 6.9424, 3.9649, 22.3408
Si, 9.6931, 2.8406, 17.3311
O, 7.1874, 6.3644, 14.0415
O, 1.9454, 7.0485, 18.6106
O, 10.2806, 4.1179, 16.5609
O, 6.1895, 9.9781, 17.0711
O, 10.125, 0.7121, 14.4459
O, 8.4493, 6.1129, 18.836
O, 5.1719, 0.7325, 14.4519
O, 5.7264, 2.0412, 17.5027
O, 8.362, 1.9239, 20.5937
O, 2.0117, 4.3014, 18.3705
O, 6.9582, 2.8312, 10.649
O, 4.862, 2.6843, 12.2158
O, 5.9061, 4.4178, 16.2904
O, 4.5663, 3.9382, 9.9621
O, 10.7017, 2.7621, 21.5242
O, 9.7504, 6.2076, 14.9704
O, 6.018, 6.4868, 19.8412
O, 4.0928, 0.1643, 18.3044
O, 9.2593, 10.5754, 12.2438
O, 2.8497, 4.3852, 12.6766
O, 1.9047, 10.7076, 21.1861
O, 4.0081, 2.7074, 19.3985
O, 0.7506, 10.1223, 15.9606
O, 1.297, 9.7928, 18.8112
O, 1.7116, 1.6705, 19.2448
O, 8.9633, 10.4149, 16.5162
O, 4.8943, 8.5836, 18.7767
O, 9.5587, 8.7343, 10.508
O, 6.7179, 4.0944, 18.8032
O, 2.8389, 1.758, 13.4643
O, 5.8328, 8.7651, 21.2493
O, 2.5428, 2.4458, 10.9028
O, 7.611, 4.825, 21.1297
O, 5.199, 7.4352, 12.6396
O, 0.4058, 9.0598, 12.5315
O, 7.5656, 1.0782, 13.5293
O, 7.1309, 9.6856, 14.7596
O, 8.9732, 5.0594, 12.712
O, 8.1165, 8.0618, 16.9104
O, 6.2132, 2.5593, 21.9115
O, 2.4545, 9.1286, 14.1094
O, 0.4221, 4.538, 11.8522
O, 0.8671, 8.2894, 20.8942
O, 9.3822, 3.8723, 10.3556
O, 9.6534, 2.409, 12.5129
O, 7.6483, 8.5528, 19.3973
O, 2.5095, 8.1721, 11.3825
O, 4.0157, 3.1673, 15.3896
O, 0.7842, 4.4681, 14.4103
O, 9.9844, 3.0079, 18.9385
O, 9.0904, 7.8315, 12.9689
O, 10.5188, 0.5353, 20.0315
O, 6.0221, 5.0363, 12.0077
O, 8.1065, 2.8335, 16.9409
O, 3.6313, 5.4121, 16.6607
O, 4.6666, 9.0813, 10.4393
O, 1.5371, 6.6909, 13.2234
O, 4.7334, 5.3962, 14.4441
O, 2.0625, 3.8479, 20.8947
O, 10.512, 1.4867, 16.9078
O, 1.0287, 6.0808, 16.4959
O, 7.321, 10.9473, 21.9566
O, 5.9497, 0.909, 19.9067
O, 6.0447, 10.0042, 12.4491
O, 2.8878, 0.6141, 15.6452
O, 7.0324, 7.9879, 10.8156
O, 10.2772, 7.9915, 18.6754
O, 3.4644, 9.2346, 16.5611

Results
free energy: -137020.826 eV
free energy less fixed offsets of B -154.04, O -568.88, Si -635.61 eV per atom: 6.304 eV

Forces (eV/angstrom), in the order of the atoms: element, x, y, z
Si, 0.0016, 0.008, -0.004
Si, -0.0002, 0.0015, 0.0051
Si, 0.0042, -0.0077, -0.0001
Si, 0.003, 0.0016, 0.0089
Si, -0.0042, -0.0059, 0.0071
Si, 0.0054, 0.0072, -0.0018
Si, 0.0043, 0.0023, 0.0109
Si, -0.0015, -0.0059, -0.0121
Si, -0.0027, -0.0001, 0.0033
Si, -0.001, 0.0003, -0.0011
Si, 0.0003, -0.0011, 0.0028
Si, 0.0014, -0.0014, 0.0001
Si, 0.0053, 0.0004, -0.0022
Si, -0.0017, 0.0001, 0.0061
Si, 0.0051, -0.004, -0.0024
Si, 0.0028, 0.0037, 0.0036
Si, 0.0034, 0.0043, -0.0035
Si, -0.002, 0.0024, 0.0022
Si, -0.004, 0.0009, -0.0028
Si, 0.0012, -0.0033, 0.0009
Si, -0.0014, 0.0049, 0.0037
Si, 0.0038, 0.0012, -0.0012
Si, -0.0028, -0.0046, 0.0036
Si, -0.0047, -0.0002, -0.0032
Si, 0.0006, 0.0027, -0.0017
Si, -0.0002, -0.0023, -0.0033
Si, 0.0097, -0.0028, 0.0081
Si, -0.0032, -0.0002, 0.0004
Si, -0.0016, -0.0063, -0.0071
Si, 0.0021, -0.0009, -0.0075
Si, -0.0095, -0.007, 0.0217
Si, 0.0037, -0.0019, 0.0077
Si, -0.0019, -0.0103, -0.002
Si, 0.0029, -0.0011, -0.0011
Si, -0.0004, 0.0113, -0.0011
Si, -0.0046, -0.0018, 0.0016
Si, -0.0006, -0.0018, -0.0011
Si, -0.0022, -0.0043, 0.0016
Si, -0.0079, 0.003, -0.0026
Si, -0.0014, 0.0084, 0.0011
Si, 0.0023, 0.0006, -0.0014
Si, 0.0035, -0.0001, 0.0023
Si, -0.0006, -0.0038, -0.0008
Si, 0.0015, 0.0025, -0.0014
Si, 0.0037, -0.0002, 0.0001
Si, 0.002, -0.001, -0.0014
Si, 0.0007, 0.0022, -0.0009
Si, -0.0001, 0.0021, -0.0021
Si, -0.0046, -0.0033, 0.0017
Si, -0.0011, -0.0007, 0.001
Si, -0.002, -0.0012, 0.0023
Si, -0.0019, 0.0022, -0.0024
Si, 0, 0.0002, 0.0009
Si, -0.0031, -0.0011, 0.003
Si, -0.0021, 0.0012, -0.0008
Si, -0.0011, -0.0008, 0.0008
Si, 0.0005, 0.0001, -0.0001
Si, -0.0103, 0.0032, 0.0021
Si, 0.0078, -0.0019, -0.0001
Si, 0.0071, -0.0019, 0.0019
Si, -0.0035, -0.0045, 0.0021
Si, -0.0029, 0.0001, -0.0002
Si, 0.0061, 0.0001, -0.0006
Si, 0.0088, 0.0025, 0.0013
Si, 0.0029, -0.0006, 0.0101
Si, -0.0008, -0.0023, 0.0022
Si, -0.0071, 0.0029, -0.0036
Si, 0.0054, -0.0002, -0.0167
Si, 0.0014, 0.0018, 0.0088
Si, -0.0036, 0.0026, -0.0016
Si, -0.0051, 0.004, -0.0025
Si, 0.0005, 0.0073, -0.0071
Si, -0.0049, -0.0034, -0.0008
Si, -0.0001, -0.0036, 0.0005
Si, -0.0007, 0.0019, 0.0001
Si, 0.0054, 0.0022, 0.0018
Si, 0.0019, -0.0053, -0.0002
Si, -0.0021, 0.0029, 0.0013
Si, 0.0021, -0.0003, 0.0017
Si, -0.0006, 0.0062, -0.0017
Si, 0.0018, 0.0033, -0.0046
Si, 0.0035, -0.0037, 0.0009
Si, -0.0012, -0.002, 0.0001
Si, -0.0019, 0.0007, 0.0006
Si, -0.0028, 0.0025, -0.002
Si, 0.0016, -0.0034, -0.0016
Si, -0.0027, -0.0024, -0.0062
Si, -0.0013, -0.0013, 0.0004
Si, 0.0022, -0.0035, 0.0007
Si, 0.0013, -0.0004, -0.0129
Si, -0.0017, 0.002, -0.0068
Si, -0.0073, 0.0033, 0.0041
Si, 0.0039, -0.0004, -0.0088
Si, 0.0038, -0.0023, 0.002
Si, -0.0052, 0.0052, 0.0049
Si, -0.0038, 0.0015, -0.0072
O, -0.0021, -0.0058, 0.0017
O, -0.0062, -0.0009, 0.001
O, -0.0006, 0.0026, 0.0009
O, 0.0013, 0.0037, 0.0052
O, -0.0005, 0.001, -0.0007
O, 0, -0.0006, -0.0031
O, 0.0036, -0.0036, 0.0002
O, 0.002, -0.0001, -0.0028
O, 0.0048, -0.0066, 0.0111
O, -0.0065, 0.0087, 0.0112
O, 0.0063, -0.0056, 0.0058
O, -0.0067, 0.0067, 0.0099
O, 0.0063, -0.0086, 0.0131
O, -0.0021, 0.005, 0.0069
O, -0.0059, 0.0082, 0.0129
O, 0.0084, -0.0063, 0.0102
O, -0.0103, 0.008, -0.013
O, 0.0042, -0.0065, -0.0086
O, -0.0075, 0.0077, -0.0109
O, 0.006, -0.0072, -0.0052
O, 0.0085, -0.0055, -0.0126
O, -0.0082, 0.005, -0.0145
O, 0.0076, -0.0081, -0.011
O, -0.006, 0.0056, -0.0026
Si, -0.0013, -0.0016, -0.0016
Si, -0.0014, 0.0014, 0.0051
Si, 0.0043, 0.0221, 0.0095
Si, -0.0166, -0.0007, 0.0035
Si, -0.0023, -0.0004, 0.0033
Si, -0.0008, -0.0008, 0
Si, 0.0019, 0.0002, 0.0224
Si, -0.0006, 0.0027, 0.0047
Si, 0.0029, -0.0031, 0.0044
Si, 0.0042, -0.0009, -0.0021
Si, 0.001, -0.0036, 0.0182
B, -0.0268, -0.0975, -0.0116
Si, -0.0009, -0.0071, -0.0195
Si, 0.0046, 0.0032, 0.0017
Si, 0.0023, -0.0001, 0.0045
Si, -0.0035, -0.0026, -0.0217
Si, -0.0004, -0.0028, -0.0019
Si, -0.0008, -0.0037, -0.0004
Si, -0.0006, -0.0006, 0.0029
Si, -0.0021, -0.0026, -0.0212
Si, -0.0009, 0.0012, 0.0007
Si, -0.0007, -0.0029, -0.0008
Si, -0.0014, 0, 0.0023
Si, 0.0001, -0.0085, 0.0012
Si, 0.0011, 0.0016, -0.0035
Si, 0.0091, 0.0059, -0.0052
Si, -0.0001, -0.0023, 0.0021
Si, 0.003, 0.007, 0.0218
Si, 0.0052, 0.0004, -0.0014
Si, -0.0068, 0, -0.0211
Si, -0.0006, -0.0003, -0.0007
Si, -0.0002, 0.0045, 0
Si, 0.0045, -0.006, -0.004
Si, -0.0031, -0.001, -0.0002
Si, 0.0005, -0.0027, -0.004
Si, -0.0019, 0.0049, 0.0034
Si, -0.0006, 0.005, 0.0183
Si, 0.0046, 0.0072, -0.0013
O, -0.0005, 0.0005, -0.0028
O, 0.0045, -0.009, -0.002
O, -0.0056, -0.0056, 0.0049
O, 0.0025, -0.0016, -0.0015
O, 0.0019, -0.0036, 0.0039
O, 0.0015, 0.0033, 0.0024
O, -0.0018, 0.001, 0.0002
O, 0.001, 0.0013, 0.0013
O, 0.0052, -0.0004, 0.0022
O, 0.0053, 0.0114, -0.0023
O, -0.0078, 0.003, 0.0034
O, -0.0043, 0.0004, 0.0004
O, -0.0023, 0.0136, 0.0047
O, 0.0049, 0.0009, 0.0057
O, -0.0063, -0.0063, -0.0042
O, 0.0046, -0.0018, 0.0006
O, -0.0001, 0.0005, 0.0022
O, -0.0003, -0.003, 0.002
O, 0.0014, 0.0022, -0.0038
O, -0.0051, 0.0025, -0.0059
O, -0.0012, 0.0063, -0.0072
O, 0.0018, -0.0027, 0.0046
O, -0.0005, 0.0014, 0.0002
O, -0.0005, -0.0011, 0.0014
O, 0.0017, 0.0005, 0.0027
O, 0.0032, 0.0005, -0.0013
O, -0.0035, 0.0024, -0.0028
O, 0.0067, 0.0035, 0.0099
O, -0.0015, -0.0017, -0.0025
O, -0.0003, -0.0016, -0.0007
O, -0.0022, -0.0081, -0.0134
O, -0.0002, -0.0013, 0.0119
O, 0.0026, 0.0068, -0.0097
O, -0.001, -0.0078, 0.0029
O, 0.0008, 0.0001, -0.0034
O, -0.0014, -0.0024, -0.002
O, 0.0012, -0.0008, 0.0017
O, -0.0016, 0.0044, -0.0014
O, -0.0019, 0.0033, -0.0005
O, 0.0009, -0.0074, -0.0029
O, 0, 0.002, 0.0027
O, 0.0048, 0.0027, -0.0008
O, -0.0023, -0.0052, -0.0108
O, 0.0071, 0.0049, 0.0079
O, -0.0001, -0.0045, -0.002
O, 0.0049, 0.0001, 0.0026
O, -0.008, -0.0002, 0.0141
O, 0.0211, 0.0711, 0.0087
O, -0.0016, 0.0024, 0.0013
O, 0.0001, 0.0024, -0.0095
O, 0.0007, -0.0032, -0.0011
O, 0.0026, -0.001, 0.003
O, -0.002, 0.0075, 0.0033
O, 0.0041, -0.0002, 0.0007
O, 0.0173, -0.0105, -0.0117
O, 0.0052, -0.0015, 0.0035
O, -0.0006, 0.0004, -0.005
O, -0.0108, 0.0035, 0.0032
O, 0.0046, -0.0033, -0.0078
O, -0.0014, -0.0008, -0.001
O, 0.0004, 0.0004, -0.0009
O, 0.0008, 0.0078, -0.0025
O, -0.0095, -0.0004, -0.0056
O, 0.0022, 0.0069, 0.002
O, -0.0008, -0.0005, 0.0007
O, -0.0064, 0.0008, 0.0022
O, -0.0038, -0.0007, 0.0032
O, 0.0004, 0.0016, -0.0008

The program warned: the cutoff lies below the one the program advises for these potential files; the forces do not sum to zero within the program's tolerance; the exchange-correlation potential is rough where the density is thin.
